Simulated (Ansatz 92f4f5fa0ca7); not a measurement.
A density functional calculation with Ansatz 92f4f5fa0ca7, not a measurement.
Periodic cell of 224 atoms, Si134O86N4, from a study of silicon, its oxide and their interface. The atomic structure is a simulated model.
This geometry differs little from another in the collection (a relaxation step or a small displacement).

Settings: functional r2SCAN; potential files Ansatz PAW; basis plane waves; wave-function cutoff 800 eV; density cutoff ratio 5; exchange-correlation grid ratio 1; k mesh 1 x 1 x 1, shifted by 0.5 0.5 0 of a step; self-consistency stop 1e-10 eV per atom in the density residual; occupations fixed; spin none; net charge 0.

Cell vectors (angstrom)
a	10.88	0	0
b	0	10.88	0
c	0	0	31.8188

Atoms and the computed forces on them: element, x, y, z (angstrom), force x, y, z (eV/angstrom)
Si	0.2827	-0.2931	-0.1216	0.0051	-0.0008	0.0213
Si	2.9847	2.5071	-0.1514	-0.0021	0.0002	0.0157
Si	-0.2238	5.6563	-0.0367	-0.0066	0.0038	0.0161
Si	2.4366	8.2985	-0.0932	0.003	0.0041	0.0205
Si	5.2247	0.3339	-0.0014	-0.003	-0.0008	0.0141
Si	8.0087	2.831	0.0953	0.0116	-0.0081	0.0079
Si	5.874	5.1071	-0.0527	-0.0066	0.0063	0.0102
Si	8.605	7.9918	0.0114	0.0018	-0.002	0.0172
Si	1.4183	1.3319	1.1652	0.0001	-0.0027	-0.0043
Si	4.1416	4.0798	1.1844	0.0002	-0.0018	-0.0019
Si	1.3415	6.7898	1.3075	-0.0016	0.0015	-0.001
Si	4.0729	9.5002	1.1338	-0.0042	-0.0026	-0.0039
Si	6.7771	1.3614	1.4088	-0.0004	-0.0022	-0.0007
Si	9.5485	4.0842	1.3079	-0.002	0.0005	-0.0043
Si	6.9217	6.8031	1.1926	0	-0.002	-0.005
Si	9.6675	9.5212	1.3706	-0.0007	-0.0021	-0.0012
Si	0.0585	2.6848	2.5645	-0.0004	-0.0017	-0.0001
Si	2.7463	-0.0278	2.5755	0	0.0002	-0.0008
Si	0.0654	8.1431	2.7452	-0.001	-0.0009	-0.0006
Si	2.768	5.4204	2.5645	-0.0019	-0.0008	-0.0002
Si	5.4278	2.7627	2.6934	-0.0023	-0.0031	0.0056
Si	8.1889	-0.0363	2.6449	0.0014	-0.0025	0.0002
Si	5.4726	8.1486	2.4914	-0.0003	-0.0021	-0.0003
Si	8.197	5.4558	2.6592	0.0069	0.0044	0.0024
Si	1.4014	4.052	3.9328	0	-0.0006	-0.001
Si	4.0671	1.3394	3.9678	0.0005	-0.0002	0.0005
Si	1.4219	9.54	4.012	0.0007	-0.0012	-0.0018
Si	4.1276	6.8085	3.9093	0.001	0	-0.0005
Si	6.8153	4.1161	4.005	-0.0012	-0.0002	0.0024
Si	9.5495	1.3645	3.9592	-0.0009	-0.0002	0
Si	6.7942	9.4694	3.9423	-0.0005	-0.0004	-0.0004
Si	9.5403	6.7849	4.0304	-0.0008	-0.0017	-0.0016
Si	0.0104	-0.0017	5.3352	0	-0.0016	0.0007
Si	2.7109	2.6896	5.3277	-0.0011	-0.0012	0.0004
Si	0.0319	5.4016	5.324	-0.0003	0.0015	-0.0001
Si	2.7844	8.1632	5.3123	-0.0007	0.0002	0.0016
Si	5.4357	-0.0277	5.3002	-0.0014	-0.0001	0.0009
Si	8.1764	2.7282	5.3246	-0.0005	0.0004	0.0022
Si	5.4501	5.4626	5.3351	0.0008	0.0003	0.0022
Si	8.1374	8.1273	5.3369	0.0003	0.0002	-0.0004
Si	1.3401	1.3631	6.7109	-0.0016	-0.0008	0.0002
Si	4.0836	4.0656	6.6476	-0.002	-0.0012	-0.0002
Si	1.3935	6.8035	6.6301	0.0013	-0.0013	-0.0012
Si	4.0861	9.5273	6.7138	0.0018	0.0003	0.001
Si	6.7842	1.3494	6.6397	-0.0002	-0.0018	0.0006
Si	9.5308	4.0736	6.7075	0.0006	-0.0005	0.0012
Si	6.8061	6.7835	6.7299	-0.001	0.0003	0.001
Si	9.4967	9.5064	6.6519	-0.0023	-0.0038	-0.0012
Si	-0.0284	2.7013	8.0765	-0.0005	-0.0006	0.0004
Si	2.6887	0.0085	8.0792	-0.0017	-0.0014	-0.0003
Si	-0.0016	8.1431	7.9755	-0.0004	0.0014	-0.001
Si	2.7186	5.4254	7.9757	-0.0013	0.0005	0.0003
Si	5.4179	2.6941	8.0156	0.0001	0.0003	0.0005
Si	8.1306	-0.0083	7.9862	-0.0012	-0.0007	0.0011
Si	5.4431	8.1575	8.0522	-0.0007	-0.0005	0.0009
Si	8.1725	5.4193	8.0994	-0.0016	-0.0017	0
Si	1.3609	4.1052	9.3549	-0.0005	-0.0005	-0.0001
Si	4.0394	1.3985	9.4391	0.0009	-0.0026	0.0003
Si	1.2455	9.5392	9.3832	-0.0037	-0.0018	-0.0012
Si	4.0569	6.7678	9.3389	0.0024	0.0009	0.002
Si	6.7822	4.0016	9.4057	0.0027	-0.0037	0.0007
Si	9.4403	1.3252	9.3865	-0.0004	0.001	0.0019
Si	6.798	9.5402	9.3751	-0.0009	0.001	0.0006
Si	9.596	6.7998	9.4122	-0.0023	0.0008	-0.0002
Si	-0.1366	0.0077	10.8066	0.0024	-0.007	0.0023
Si	2.6599	2.8123	10.7894	-0.0067	0.0034	0.001
Si	0.0486	5.3881	10.7994	0.0064	-0.0027	0.002
Si	2.6062	8.1022	10.6074	-0.0019	0.0054	-0.0031
Si	5.4179	-0.0014	10.7411	-0.0012	-0.0045	0.0009
Si	8.0934	2.6085	10.8123	-0.0073	0.0001	0.003
Si	5.4034	5.3909	10.6934	-0.0036	0.0045	0.0008
Si	8.2553	8.2516	10.6863	0.001	-0.005	0.0011
Si	1.1654	1.4908	12.0683	0.0018	0.0036	-0.0039
Si	4.0261	4.1599	12.1911	0.0097	-0.0033	-0.0002
Si	1.4157	6.7967	12.1422	-0.0133	0.003	-0.0056
Si	3.9265	9.4833	11.8767	-0.0143	-0.0016	-0.0069
Si	6.7218	1.2632	12.2572	0.0108	0.002	0.0028
Si	9.5476	3.9448	12.0871	-0.001	-0.0011	0.0012
Si	6.9191	6.7647	11.8095	0.0006	0.005	-0.0064
Si	9.3964	9.5857	12.3027	0.0044	0.0094	0.0016
Si	-0.1408	2.662	13.7199	0.0042	0.0042	0.0008
Si	2.5461	0.0398	13.1475	-0.0009	-0.0036	0.0023
Si	-0.0353	8.1123	13.4394	0.0003	-0.0029	0.0021
Si	2.8205	5.6042	13.6818	0.0027	0.0019	0.0267
Si	5.3176	2.7042	13.5056	-0.0026	0.0059	0.0005
Si	7.9221	-0.0794	13.8949	-0.0152	-0.0016	-0.0209
Si	5.4177	8.0458	12.9429	0.0083	0.0039	-0.0099
Si	8.1751	5.3967	13.233	-0.0017	-0.0027	0.0031
Si	1.1041	4.3872	14.8007	-0.0095	-0.0112	-0.0258
Si	3.9618	1.1187	14.6202	0.0087	0.007	-0.0034
Si	1.2921	9.6201	14.5937	-0.008	0.0069	-0.0235
Si	4.8103	6.7187	14.7361	0.0149	0.0178	-0.0548
Si	6.7966	4.1394	14.6017	0.0025	-0.006	-0.014
Si	8.9655	1.6634	15.3181	0	-0.0043	-0.0139
Si	5.9185	9.4459	14.6869	0.0726	-0.0023	0.0669
Si	9.6578	6.498	14.6502	0.0021	0.0045	-0.017
Si	0.5545	6.5608	19.0431	-0.0005	0.0044	-0.0072
Si	-1.5847	7.5156	17.4082	-0.0072	0.0072	-0.0157
Si	7.9049	3.618	21.5622	0.0037	0.0046	-0.0128
Si	3.6829	8.9307	16.5641	0.0309	-0.0063	-0.0153
Si	1.8215	9.0995	18.9297	0.0023	-0.0004	-0.0095
Si	-0.4152	-0.5123	17.1158	-0.0054	0.0048	-0.0103
Si	4.3691	8.5847	20.1797	-0.0041	0.001	-0.0125
Si	5.3423	10.543	18.3234	0.0035	-0.0001	-0.0185
Si	4.3092	12.1598	20.7684	-0.0023	0.0007	-0.0127
Si	-2.7112	11.5372	21.1473	0.0022	0.0002	-0.013
Si	7.807	3.579	17.35	0.0008	-0.0081	-0.0139
Si	-0.3888	13.1807	21.8834	-0.0004	-0.001	-0.006
Si	2.7457	2.8108	16.9195	-0.0042	0.0023	-0.0113
Si	16.5565	9.9796	22.3524	-0.0015	0.0019	-0.006
Si	3.2465	6.6899	18.4609	0.0008	0.0042	-0.0141
Si	-1.5829	9.0146	25.7493	-0.0019	0.0024	0.0132
Si	-2.8433	11.6664	18.1182	0.0011	0	-0.0192
Si	1.2418	-0.3878	25.4899	0.0009	-0.0024	0.0105
Si	-5.8542	1.4824	26.6268	0.0037	-0.0034	0.0136
Si	4.2158	4.1722	20.8728	-0.0009	0.0012	-0.012
Si	0.9592	13.5065	24.653	-0.0008	0.0026	0.0075
Si	-1.9948	-5.4669	19.2641	0.003	0.0015	-0.0144
Si	4.128	-0.6647	24.8641	0.001	0.0006	0.005
Si	10.1566	5.0834	25.697	0.0015	0.0039	0.0111
Si	3.3775	-0.6942	27.4935	0.0013	-0.0011	0.0121
Si	7.791	11.0985	27.4213	0.001	-0.002	0.0158
Si	-1.1545	1.505	29.5827	0.0052	-0.0025	0.0133
Si	-5.1071	5.0739	23.1998	-0.0016	0.0008	0.0015
Si	-2.6166	6.5769	27.2273	-0.0026	0.0005	0.0153
Si	5.8687	6.7738	29.2279	-0.002	0.0017	0.0126
Si	1.8281	-5.2247	27.1071	0.0012	0.0002	0.0132
Si	3.7743	3.996	25.5037	-0.0032	-0.0017	0.0134
Si	-5.8642	4.582	17.8757	-0.0065	0.0061	-0.0119
Si	11.9086	3.781	29.53	-0.0005	-0.0032	0.0179
Si	3.2179	7.6236	28.8606	0.0018	-0.0012	0.0126
Si	-8.9712	2.6165	19.9731	0.0037	-0.0015	-0.012
Si	-2.9596	6.7396	24.5272	0.0028	-0.0006	0.0109
Si	6.8647	9.481	29.8555	0.0019	-0.0018	0.0129
O	-0.3932	0.2765	30.3197	-0.0048	0.0033	-0.0095
O	2.03	-3.85	-3.8783	-0.0031	-0.0017	-0.0077
O	0.3971	4.9512	30.4511	0.0057	-0.0038	-0.004
O	3.3568	-1.6443	28.7731	0.0015	0.0036	-0.003
O	-1.2686	6.8196	-0.5592	-0.001	-0.0029	-0.012
O	-2.2451	2.1082	30.6025	-0.0041	-0.0007	-0.0113
O	5.8909	8.2055	29.9831	-0.0013	-0.0012	-0.0032
O	4.1297	12.2889	-0.5967	0.0013	0.001	-0.0037
O	6.1405	-0.1561	30.5615	0.0001	0	-0.0071
O	-4.1723	-4.4781	23.4938	-0.0062	-0.0018	-0.0057
O	-0.2042	-7.2869	25.2894	0.0004	-0.0055	-0.0043
O	13.1797	3.1291	30.3106	-0.0025	-0.0004	-0.01
O	2.4703	3.22	24.8591	-0.0023	-0.0031	-0.0019
O	6.9248	3.9214	-0.4358	0.0039	-0.0031	0.0077
O	9.1909	7.9266	26.9952	0.0027	0.0013	-0.0023
O	8.2235	8.9819	30.5725	-0.0023	0.0024	-0.0062
O	-0.1069	5.4244	15.1902	0.0037	0.009	0.0194
O	2.9939	9.5131	20.0238	0.0019	0.0024	0.004
O	6.8977	3.9977	22.7536	-0.0008	-0.0024	0.005
O	0.272	-0.5282	15.6537	0.0052	0.0099	0.0111
O	2.5792	9.072	15.4024	-0.0216	0.0059	-0.0017
O	-7.8689	12.4489	15.9004	0.0004	-0.0004	0.0043
O	16.3446	-1.7439	19.1126	0.0015	-0.0032	0.0071
N	5.0481	8.2101	15.7709	-0.0619	-0.0235	0.0087
O	1.943	-5.1029	18.7766	-0.003	-0.0033	0.0025
O	-0.5107	5.6903	19.8918	0.0008	-0.0019	0.0036
O	5.804	5.429	15.1098	-0.0002	-0.0089	0.0233
N	9.3496	0.8417	16.9629	-0.0043	-0.0016	0.0131
O	3.976	17.9279	19.8762	0.0041	-0.0003	0.0045
O	-10.0394	10.2216	18.2221	0.0044	-0.0006	0.0048
N	7.9051	13.9906	15.6999	0.0021	0.0061	0.0174
O	6.7465	-0.055	17.5659	-0.0009	0.0041	0.0052
O	5.1531	8.6542	21.5806	0.0032	0.0008	0.0079
O	-1.4372	20.0096	17.4558	0.0012	0.0003	0.0034
O	-2.0838	7.0754	15.9345	-0.0021	-0.009	0.0085
O	4.2533	5.949	17.4423	-0.0029	0.0003	0.0091
O	4.122	-0.5369	17.283	0.0017	0.0087	0.0112
O	-4.3188	-6.2794	17.4841	0.003	0.0041	0.0007
O	-0.0973	6.8974	17.5974	0.0058	-0.0017	0.0036
O	9.057	4.3782	18.012	0.0004	0.0035	0.006
O	7.5199	2.3047	18.2903	-0.0025	0.0026	0.0072
N	2.758	8.1611	17.7874	-0.0015	-0.0023	0.0125
O	-1.252	11.7755	21.8573	0.0025	-0.0004	0.0014
O	5.0631	10.823	14.9617	-0.0196	-0.0159	-0.0261
O	2.713	12.2207	20.5564	-0.001	-0.0015	0.0064
O	-2.9741	4.7657	20.3866	-0.0032	-0.0025	0.008
O	2.5186	10.1637	24.4721	-0.001	-0.0008	-0.0056
O	-8.263	3.9466	20.6319	0.0043	0.0054	0.0013
O	1.7609	3.8625	16.2024	0.0018	0.0003	0.0087
O	-1.6496	-5.6226	27.0583	0.0025	-0.0051	-0.0026
O	-2.4656	11.0749	19.5955	-0.0002	0.0004	0.0133
O	4.6584	11.1569	21.9549	0.0011	-0.0035	0.0005
O	8.3969	6.8511	18.6101	-0.0004	-0.0013	0.0072
O	4.6994	5.2464	21.9822	0.0007	0.0055	0.0026
O	4.1376	0.7156	27.7697	0.0012	0.0018	-0.0037
O	-2.3175	-2.6255	24.4782	-0.0008	-0.0012	-0.0045
O	-8.8304	-8.3587	18.3546	-0.0017	-0.0003	0.0128
O	-0.0518	9.4886	25.3813	0.003	-0.0013	-0.0016
O	1.85	10.3996	26.9948	-0.0054	0.0012	-0.0069
O	-10.093	12.033	25.2949	-0.002	0.0009	0.0001
O	-6.6279	3.3652	17.1581	0.0066	0.0041	0.0023
O	7.196	10.4718	21.95	0.0007	0	0.0025
O	-1.4508	-7.3751	22.0892	0.0012	0.0017	0.0037
O	0.6971	2.4158	23.0639	0.0022	-0.0002	-0.0009
O	-2.4064	-0.52	26.1474	0.0033	-0.0034	-0.0068
O	4.7968	2.7248	21.2855	0.0034	0.0025	0.0056
O	-5.9749	4.5166	19.4655	0.0063	-0.0001	0.0105
O	4.5782	0.8699	25.182	-0.0018	-0.0026	-0.008
O	0.8889	8.0062	19.7192	-0.0014	-0.0026	0.0018
O	2.9307	7.3906	30.4422	-0.0003	-0.0038	-0.01
O	-6.0041	4.5457	24.44	0.0048	0.0023	-0.0039
O	-4.2716	1.2323	26.9329	-0.0023	0.0029	-0.003
O	3.1756	5.2597	26.3081	0.0062	-0.0037	-0.0057
O	-3.5496	6.5339	28.5486	0.007	-0.0016	-0.0086
O	5.044	11.7396	19.3779	-0.0027	0.0081	0.0084
O	-1.6547	5.7203	24.502	-0.0001	-0.0005	-0.0019
O	4.6039	3.0383	26.5333	-0.0017	0.0039	-0.003
O	5.289	9.6414	23.8917	0.0015	-0.0003	0.002
O	8.938	11.8873	28.2569	-0.0018	-0.0048	-0.0049
O	4.5606	6.8939	28.2902	-0.0017	-0.0005	-0.0056
O	7.2242	17.4367	25.9831	-0.0015	-0.0004	-0.0065
O	-3.4003	2.1247	21.0831	-0.0032	0.0006	0.0023
O	-0.0669	2.6375	29.2025	-0.0012	0.0011	-0.0047
O	1.3509	-1.45	31.2185	0.0027	-0.0005	-0.0139
O	1.4786	4.4343	28.1228	0.001	0.0052	-0.0083
O	0.6395	5.907	26.0281	-0.0048	-0.0004	-0.0049
O	5.4789	-5.249	30.2798	0.0009	-0.0025	-0.0126
O	4.2022	-1.4454	26.292	0.0019	-0.0016	-0.0074
O	7.1549	9.9169	28.3357	0.0016	0.0024	-0.0067
O	0.3737	13.3735	20.4551	-0.0035	0.0028	0.0031

Results
free energy: -136303.853 eV
free energy less fixed offsets of N -386.36, O -570.45, Si -639.56 eV per atom: 1.327 eV

The program warned: the cutoff lies below the one the program advises for these potential files; the forces do not sum to zero within the program's tolerance; empty levels may hold ghost states of the PAW files; the exchange-correlation potential is rough where the density is thin.
